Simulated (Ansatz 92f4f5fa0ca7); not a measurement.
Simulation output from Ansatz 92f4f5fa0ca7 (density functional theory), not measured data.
Periodic cell of 259 atoms, Si136O81H32N10, with a vacuum gap, from a study of silicon, its oxide and their interface. The atomic structure is a simulated model.

Settings
functional: r2SCAN
potential files: Ansatz PAW
basis: plane waves
wave-function cutoff: 800 eV
density cutoff ratio: 5
exchange-correlation grid ratio: 1
k mesh: 1 x 1 x 1, shifted by 0.5 0.5 0 of a step
self-consistency stop: 1e-11 eV per atom in the density residual
occupations: fixed
spin: none
net charge: 0
applied field: sawtooth along c, amplitude +0.015 V/angstrom in the program's sign convention, ramp centred at 0.9887 of c and 0.0227 of c wide, no dipole correction

Cell vectors (angstrom)
a, 10.88, 0, 0
b, 0, 10.88, 0
c, 0, 0, 44.0814

Atoms and the computed forces on them: element, x, y, z (angstrom), force x, y, z (eV/angstrom)
Si, 0.0213, 0.2801, 30.2777, -0.0023, 0.0056, 0.0314
Si, 2.5279, 2.8683, 30.7141, 0.0003, -0.0011, 0.0246
Si, 0.2975, 5.0468, 30.432, 0.0055, 0.0031, 0.0251
Si, 3.0948, 7.933, 30.7125, 0.0007, -0.0061, 0.018
Si, 5.713, -0.5194, 30.2287, -0.0103, -0.0041, 0.0257
Si, 8.4486, 2.3157, 30.1408, -0.0006, -0.0078, 0.0402
Si, 5.3252, 5.7574, 30.7092, -0.0122, -0.0037, 0.0204
Si, 7.8756, 8.2359, 30.22, 0.0002, -0.006, 0.0212
Si, 1.3124, 1.3429, 31.9311, 0.0008, 0.0113, -0.0249
Si, 4.1847, 4.0088, 31.8174, -0.0049, 0.008, -0.0147
Si, 1.3297, 6.7292, 31.7075, 0.0051, -0.0024, -0.0089
Si, 4.1288, 9.6419, 31.839, 0.0011, -0.0068, -0.0211
Si, 6.9012, 1.1305, 31.5156, 0.0033, -0.0044, -0.0063
Si, 9.4868, 3.9422, 31.611, 0.0074, -0.0026, -0.011
Si, 7.0014, 6.8105, 31.8739, -0.0085, 0.0083, -0.0121
Si, 9.5356, 9.5265, 31.4594, -0.0051, 0.0011, -0.0133
Si, -0.0869, 2.7057, 33.1667, 0.0126, 0.0041, 0.0082
Si, 2.7248, 0.0069, 33.1928, 0.0122, -0.0085, 0.0116
Si, -0.0728, 8.1223, 32.9485, 0.0059, -0.0141, -0.0002
Si, 2.7568, 5.4211, 33.1279, 0.0058, 0.0057, -0.0072
Si, 5.5335, 2.5227, 32.9844, -0.0163, -0.0018, 0.0105
Si, 8.2741, -0.0409, 33.011, -0.0035, 0, -0.0003
Si, 5.5114, 8.1928, 33.1436, -0.0105, -0.0038, -0.0019
Si, 8.2575, 5.3184, 33.0886, 0.0026, 0.0018, 0.0186
Si, 1.3563, 4.0636, 34.4559, 0.0099, 0.0043, 0.0169
Si, 4.1253, 1.3407, 34.4794, -0.0078, 0.002, 0.0177
Si, 1.3214, 9.4422, 34.3943, 0.0189, 0.0101, 0.0215
Si, 4.108, 6.8026, 34.4579, -0.0229, -0.0075, -0.003
Si, 6.8217, 3.9676, 34.3801, -0.0086, 0.0009, 0.0302
Si, 9.4941, 1.3198, 34.485, -0.0102, 0.0044, 0.0295
Si, 6.8781, 9.5366, 34.4393, -0.0034, 0.0062, 0.0271
Si, 9.5554, 6.7483, 34.4165, 0.0061, 0.0187, 0.0209
Si, -0.0011, -0.0522, 35.7808, 0.0237, -0.0255, 0.1751
Si, 2.7211, 2.6979, 35.8016, 0.0128, -0.0079, 0.1587
Si, 0.0125, 5.4216, 35.8166, -0.0042, -0.0272, 0.1909
Si, 2.703, 8.1293, 35.7993, 0.0133, -0.0015, 0.1742
Si, 5.4717, -0.0345, 35.8174, -0.018, -0.0037, 0.1869
Si, 8.1361, 2.6741, 35.8306, 0.0222, -0.0032, 0.1988
Si, 5.4592, 5.3786, 35.7437, 0.0003, 0.0114, 0.1759
Si, 8.1728, 8.1082, 35.7721, 0.0121, -0.0214, 0.1721
Si, 1.3508, 1.3176, 37.1458, 0.1152, -0.0447, 0.2213
Si, 4.0747, 4.0756, 37.1308, -0.0183, -0.112, 0.3306
Si, 1.3465, 6.7779, 37.1695, 0.1156, -0.0112, 0.405
Si, 4.0627, 9.5021, 37.1582, 0.029, -0.0838, 0.1967
Si, 6.7767, 1.335, 37.1894, 0.0115, 0.0069, 0.4909
Si, 9.5029, 4.0617, 37.163, 0.033, -0.0246, 0.224
Si, 6.7877, 6.7588, 37.1262, 0.1191, -0.0931, 0.1681
Si, 9.5045, 9.483, 37.1286, 0.1278, -0.1217, 0.3888
Si, -0.0175, 2.6845, 6.9347, -0.0531, 0.0335, -0.1745
Si, 2.6916, -0.0256, 6.9535, -0.1129, 0.0447, -0.2027
Si, -0.0355, 8.1469, 6.9152, -0.117, 0.0824, -0.4359
Si, 2.708, 5.4144, 6.9229, -0.117, 0.0178, -0.3623
Si, 5.3941, 2.7003, 6.9213, 0.0283, 0.017, -0.4306
Si, 8.1407, -0.0504, 6.9251, -0.0725, 0.0658, -0.3214
Si, 5.4082, 8.1112, 6.9271, -0.0293, 0.1338, -0.1356
Si, 8.1326, 5.4266, 6.9402, -0.0814, 0.0591, -0.2397
Si, 1.3623, 4.0505, 8.2844, -0.0328, 0.0268, -0.1753
Si, 4.021, 1.383, 8.2962, 0.0134, -0.0285, -0.1824
Si, 1.3015, 9.4827, 8.2895, 0.0048, 0.0295, -0.174
Si, 4.0091, 6.7902, 8.3009, -0.0206, 0.0211, -0.1904
Si, 6.7389, 4.0619, 8.2658, 0.0119, -0.0073, -0.1685
Si, 9.4906, 1.3062, 8.2832, -0.015, 0.0232, -0.1753
Si, 6.7635, 9.4906, 8.2856, -0.0355, 0.03, -0.1706
Si, 9.4767, 6.8269, 8.2839, 0.0026, -0.0098, -0.1729
Si, -0.0376, -0.0479, 9.667, -0.0133, -0.0119, -0.0147
Si, 2.6781, 2.7106, 9.7271, 0.0012, 0.0075, -0.0414
Si, 0.0271, 5.4893, 9.5686, -0.0068, -0.0148, -0.0048
Si, 2.6248, 8.1372, 9.6853, -0.007, -0.0089, -0.0237
Si, 5.3721, -0.0024, 9.599, 0.014, -0.0065, -0.0062
Si, 8.1005, 2.6847, 9.5906, -0.0015, -0.0025, -0.0107
Si, 5.3241, 5.3771, 9.6185, 0.0144, -0.0118, -0.028
Si, 8.1148, 8.1636, 9.6867, 0.0054, 0.004, -0.007
Si, 1.3191, 1.2948, 11.0405, -0.0109, -0.0069, -0.0084
Si, 3.9942, 4.1085, 11.1266, 0.0091, 0.0049, -0.0063
Si, 1.3163, 6.7436, 11.1123, -0.0087, -0.0005, -0.0038
Si, 3.9379, 9.6034, 10.9589, 0.0092, 0.0047, -0.004
Si, 6.6721, 1.3808, 10.9663, -0.0004, -0.003, -0.003
Si, 9.553, 4.0811, 10.7869, -0.008, 0.0112, -0.0025
Si, 6.6557, 6.752, 10.9068, 0.0048, 0.0029, -0.0063
Si, 9.4872, 9.5276, 11.0882, -0.0053, 0.003, -0.001
Si, -0.0388, 2.7736, 12.2181, -0.0056, 0.0027, 0.0162
Si, 2.6658, 0.001, 12.5252, -0.0012, -0.0091, 0.011
Si, -0.0245, 8.1087, 12.4931, -0.0003, -0.0005, 0.0148
Si, 2.6231, 5.4019, 12.6196, -0.0011, 0.0041, 0.0097
Si, 5.3207, 2.6775, 12.4409, 0.0072, -0.0002, 0.0095
Si, 8.031, 0.0886, 12.3383, -0.0017, -0.0043, 0.0158
Si, 5.1784, 8.1138, 12.1915, 0.0022, 0.0017, 0.0107
Si, 8.0991, 5.3096, 12.0765, 0.0012, -0.0017, 0.0142
Si, 1.4096, 3.7236, 13.8379, -0.0102, 0.0002, 0.0096
Si, 3.8113, 1.5765, 13.9335, 0.0081, 0.0016, 0.0114
Si, 1.5161, 9.285, 13.8434, -0.0074, 0.0024, 0.0012
Si, 3.7721, 7.1269, 13.7946, 0.0088, 0.001, 0.0131
Si, 7.0146, 3.8581, 13.5123, -0.0086, 0.0166, 0.0167
Si, 9.2149, 1.7453, 13.4939, 0.0066, -0.0084, 0.0057
Si, 6.8281, 9.2059, 13.3437, 0.0033, -0.0012, 0.0087
Si, 8.9961, 6.9502, 13.426, -0.0131, 0.0001, 0.0145
Si, 0.7314, 6.8386, 18.2342, 0.0073, 0.0037, 0.0266
Si, -0.5289, 10.7807, 15.5868, -0.0108, -0.0001, 0.0331
Si, 5.4938, 5.5119, 15.7866, 0.003, -0.0064, 0.033
Si, 0.5211, 14.848, 19.2158, 0.0008, -0.007, 0.0381
Si, -3.6624, 7.1481, 21.0654, 0.0003, 0.0033, 0.0418
Si, -2.7315, 6.479, 16.5153, -0.0048, -0.0021, 0.0356
Si, 5.6131, 0.8804, 16.6028, 0.0038, -0.0001, 0.0458
Si, 4.5598, 3.4938, 17.4559, -0.0063, -0.0019, 0.0383
Si, 7.6784, 9.4918, 16.0631, 0.0057, -0.0001, 0.0304
Si, 0.5965, 1.2586, 20.8036, -0.0037, -0.0021, 0.0376
Si, -1.2674, 0.5104, 18.5635, 0.0008, 0.0075, 0.0402
Si, -2.3902, 14.1025, 19.6959, -0.0033, -0.0024, 0.0357
Si, 2.9778, 2.2135, 19.4274, 0.0028, -0.0003, 0.0324
Si, 4.2138, 6.1337, 20.994, -0.0077, 0.0002, 0.0347
Si, 4.3769, 10.6497, 19.2923, -0.0019, -0.0006, 0.0407
Si, 2.1185, 9.6447, 22.0414, 0.0012, -0.0038, 0.0365
Si, -2.0329, -2.4579, 18.6196, 0.0007, -0.0016, 0.037
Si, 2.5825, 7.1038, 23.5017, -0.0009, -0.0084, 0.0386
Si, 4.7921, 11.2064, 22.1604, -0.0001, 0.0049, 0.0293
Si, 2.8309, 8.1525, 19.4915, 0.0013, 0.0012, 0.0375
Si, -1.7779, 3.2617, 24.4455, 0.0094, 0.0003, 0.0321
Si, -4.6131, 5.4223, 18.8042, 0.0009, -0.002, 0.0428
Si, -0.0709, 4.811, 16.5016, 0.0003, 0.0038, 0.0435
Si, 0.6615, 12.4012, 24.701, -0.0003, 0.0007, 0.0416
Si, 3.2838, 2.3628, 23.9775, -0.0062, 0.0048, 0.0442
Si, 11.8747, 3.1994, 26.9604, 0.0006, -0.0025, 0.0301
Si, -1.8782, 13.385, 27.2178, 0.0008, 0.0028, 0.0443
Si, 1.1078, 8.1696, 27.328, -0.0058, -0.0001, 0.0258
Si, 8.7195, 1.5757, 22.1519, -0.0012, -0.0036, 0.0422
Si, 7.5559, 4.3251, 22.1965, 0.0075, -0.0025, 0.0286
Si, -0.6518, 7.154, 28.5063, -0.0064, -0.0036, 0.031
Si, -1.9407, 0.4615, 24.8528, 0.0071, 0.0029, 0.0356
Si, -3.4692, 9.9094, 22.8173, 0.0062, 0.0064, 0.0332
Si, 4.6495, 3.3169, 21.6283, 0.0012, -0.003, 0.0325
Si, 1.1957, 4.4213, 24.2899, -0.0053, -0.0023, 0.0184
Si, 12.4445, 0.2733, 27.3857, 0.0037, -0.008, 0.0388
Si, 3.844, 14.4561, 26.8154, 0.0051, 0.0003, 0.0348
Si, 4.1623, 1.379, 28.4553, 0.0018, -0.0059, 0.0362
Si, 14.6236, 6.7501, 26.3886, 0.0053, 0.0056, 0.0415
Si, 5.1768, 7.7645, 28.6901, -0.0004, 0.0014, 0.047
O, 0.8604, 0.2085, 28.8595, 0.007, -0.006, -0.0209
O, -1.2022, 1.2799, 29.8952, 0.0013, 0.0034, -0.014
O, 10.4494, 3.1337, 27.7398, -0.0021, -0.0029, -0.0119
O, 3.3058, 1.8354, 29.731, 0.0064, -0.009, -0.0269
O, -6.8225, 6.6851, 31.1293, 0.0117, 0.0053, 0.0113
O, -0.3217, 5.6665, 29.0372, -0.0025, 0.0032, -0.0136
O, -1.9937, 11.8883, 26.4343, 0.0001, -0.0072, -0.0219
O, 0.6181, 8.1607, 28.9286, 0.0017, 0.0029, -0.0168
O, 15.8357, 7.6294, 27.0666, -0.005, -0.0046, -0.0195
N, 6.3496, -2.0367, 29.5127, 0.0062, 0.0029, -0.0121
O, 8.0586, 2.6229, 28.5436, 0.0003, 0.0047, -0.0221
O, 14.0441, 11.3961, 27.5139, -0.0063, -0.0006, -0.0085
O, 8.7534, 7.5838, 28.9787, 0.0042, -0.0035, -0.0076
O, 5.5323, 6.2128, 29.1268, -0.0018, 0.0007, -0.0206
O, 5.3175, 11.2454, 28.9127, -0.0055, 0.0072, -0.015
O, -1.6196, 5.2948, 16.8769, 0, 0.0003, -0.0131
O, -2.7136, -0.8766, 24.2967, -0.0064, -0.0047, -0.0208
O, 2.5684, 2.624, 14.3606, -0.0016, -0.001, -0.0154
O, 7.0489, 0.0886, 16.4971, 0.0006, -0.0024, -0.0127
O, 0.8219, 9.9816, 15.1747, 0.0106, -0.0066, -0.0234
N, -2.7768, 8.1534, 17.1124, -0.0054, 0.0018, -0.0273
O, -0.5933, 11.2964, 17.1051, 0.0045, -0.0051, -0.0325
O, 2.6677, 8.2199, 14.3465, -0.0009, -0.0029, -0.0042
O, 6.456, 4.7902, 14.717, 0.0082, -0.0109, -0.0208
O, 4.7006, 6.7322, 15.0891, -0.0126, 0.0064, -0.0287
O, 8.1266, 2.808, 14.1361, -0.0023, -0.0036, -0.0138
O, 10.1902, 1.2197, 14.6898, -0.0049, 0.008, -0.015
O, -1.7999, 9.8212, 15.3044, 0.0034, 0.0006, -0.0087
N, 6.5765, 5.9161, 17.1068, -0.0015, 0.0029, -0.0344
O, -0.0173, 0.4658, 19.5558, -0.0044, -0.007, -0.02
O, 0.9343, -5.3194, 19.2661, -0.0007, 0.006, -0.0186
O, 4.9254, 10.9911, 17.835, 0.0091, 0.0076, -0.0289
O, 4.3287, 4.4422, 16.1757, 0.0021, 0.0075, -0.0236
N, 5.8296, 6.3979, 20.2956, 0.0047, -0.003, -0.022
O, 0.3867, 4.256, 15.044, 0.016, -0.0094, -0.0379
O, 1.8958, 7.9553, 18.2069, -0.0073, -0.0032, -0.0145
O, -2.0967, -0.8551, 18.8315, -0.0012, -0.0044, -0.0116
O, 0.7359, 6.2016, 16.7445, -0.002, -0.006, -0.0201
O, -2.3483, 6.6719, 14.9612, 0.0149, 0.0008, -0.0321
O, -4.9285, 14.9607, 22.2668, 0.0002, 0.0002, -0.0112
O, 3.1923, 2.7666, 17.9133, 0.008, 0.0045, -0.0226
O, 5.7489, 2.4291, 17.1088, 0.0021, -0.0055, -0.0192
O, 1.9612, 8.7946, 20.6789, 0.0032, -0.0059, -0.024
O, 6.5852, 9.0364, 14.9603, -0.0042, 0.0029, -0.0298
O, 5.283, 11.0365, 20.5958, -0.0017, -0.0031, -0.0264
O, 4.9372, 15.4138, 18.6366, 0.0002, -0.0028, -0.0191
O, -7.5953, 6.6537, 19.8024, -0.0035, 0.004, -0.0142
O, -0.593, 7.689, 18.6036, -0.0002, -0.0011, -0.0131
O, -3.3983, 4.3752, 19.1457, -0.0046, 0.0092, -0.0203
O, -7.2713, 10.1469, 22.3689, 0.0009, -0.0003, -0.0127
O, 0.3588, 3.6829, 17.6039, -0.0026, 0.0046, -0.025
O, 4.6607, 0.9578, 15.2509, -0.02, 0.0072, -0.0451
O, 1.8114, 8.5349, 23.2204, 0.0033, 0.0089, -0.0143
O, 4.3864, 13.4582, 20.192, -0.0068, -0.0028, -0.0248
N, 8.4738, 1.777, 23.8475, -0.0028, -0.0003, -0.023
O, -2.8137, 7.6875, 19.8151, 0.0087, 0.0069, -0.0244
O, -2.2047, 1.8324, 18.8331, 0.0034, -0.0076, -0.0178
O, -2.846, 8.1783, 13.0068, -0.0009, 0.0036, -0.0156
O, 4.129, 9.0651, 19.257, 0.0036, 0.002, -0.01
O, 2.5047, 3.739, 23.6132, 0.0058, -0.0002, -0.0202
O, 3.7273, 6.9531, 22.3277, 0.0121, -0.0035, -0.0287
O, 4.8408, 13.5816, 27.7641, -0.0024, 0.0085, -0.0219
O, 14.619, 4.6283, 21.3642, 0.0024, 0.0033, -0.0103
O, 7.1921, 8.4069, 22.1608, 0.0008, -0.0105, -0.0147
N, 4.3265, 12.8364, 22.6753, 0.0094, -0.0015, -0.021
O, -8.4365, 3.3911, 27.6649, -0.0003, 0.0002, -0.0179
O, -4.8868, -0.236, 23.0762, -0.0041, -0.0005, -0.0065
O, -0.6062, 1.7663, 21.733, 0.0118, 0.0005, -0.017
O, -0.9465, 3.9153, 19.852, 0.0065, 0.0016, -0.0171
N, 1.4442, 2.68, 20.0496, 0.0024, 0.0069, -0.0205
O, 2.1163, 1.2378, 24.0358, 0.0065, -0.0017, -0.0119
N, 7.9911, 2.8939, 21.3034, 0, 0.0017, -0.0266
O, 3.9278, 13.6091, 25.4179, -0.0021, -0.0078, -0.0278
O, 2.9685, 11.4636, 19.4495, 0.0013, -0.0005, -0.0051
O, 4.0969, 5.1579, 26.5797, -0.0013, -0.0013, -0.0124
O, 3.6686, -2.6499, 29.1785, 0.0041, -0.0029, -0.0198
O, 19.2403, 4.4011, 23.5994, -0.0109, 0.0035, -0.0206
O, 7.9304, 5.8287, 21.6908, -0.0021, 0.007, -0.0085
O, 1.1705, 4.4813, 25.9219, 0.0006, 0.0039, -0.0327
O, -0.3113, 7.3989, 26.9099, 0.0027, 0.0009, -0.0182
O, 3.5236, 7.0972, 24.8281, -0.0073, 0.0023, -0.0354
N, 11.884, 1.5689, 26.3741, -0.004, 0.0048, -0.0261
O, 12.1811, 11.0214, 21.7551, -0.0032, 0.0054, -0.0157
O, 1.3401, 9.6599, 26.7471, 0.0013, 0.0029, -0.0125
O, -0.351, 0.2758, 24.4769, -0.0029, -0.0027, -0.0117
N, -0.0397, 14.0056, 24.2048, -0.0007, -0.0013, -0.0107
O, -2.6294, 10.9158, 21.8161, 0.0016, 0, -0.0079
O, 1.3842, 5.9521, 23.6971, 0.0044, 0.0082, -0.0131
O, 2.3287, 7.1593, 27.0707, 0.0076, -0.0032, -0.0091
O, 12.3294, 3.9343, 30.0501, -0.002, 0.0018, -0.014
O, 8.6313, 3.5019, 25.9868, -0.001, 0.0008, -0.0234
H, 2.1718, 0.4951, 38.0782, -0.3427, 0.3354, -0.2515
H, 0.5285, 2.139, 38.0782, 0.2476, -0.2666, -0.3098
H, 3.2444, 4.8889, 38.0632, 0.3692, -0.2197, -0.2976
H, 4.8793, 3.237, 38.0632, -0.274, 0.3216, -0.2718
H, 0.5209, 7.5958, 38.102, 0.3233, -0.2797, -0.2689
H, 2.1677, 5.9555, 38.102, -0.2968, 0.3203, -0.235
H, 4.8708, 8.6668, 38.0906, -0.3033, 0.2561, -0.254
H, 3.2353, 10.3182, 38.0906, 0.3832, -0.2641, -0.2786
H, 7.5921, 0.5068, 38.1218, -0.2605, 0.3194, -0.2351
H, 5.9498, 2.1516, 38.1218, 0.2851, -0.3121, -0.2517
H, 10.3194, 3.2346, 38.0954, -0.2513, 0.2941, -0.2615
H, 8.6795, 4.8818, 38.0954, 0.3203, -0.3238, -0.258
H, 5.9577, 7.5724, 38.0586, 0.2332, -0.2848, -0.3309
H, 7.6134, 5.941, 38.0586, -0.3122, 0.3495, -0.2573
H, 10.3275, 8.6624, 38.0611, -0.3074, 0.3409, -0.2374
H, 8.6775, 10.2995, 38.0611, 0.2557, -0.2831, -0.3224
H, 0.8047, 1.8631, 6.0023, -0.3124, 0.3102, 0.2641
H, -0.834, 3.5116, 6.0023, 0.2751, -0.2789, 0.2671
H, 3.519, -0.8417, 6.0211, -0.2408, 0.3068, 0.3009
H, 1.8705, 0.7969, 6.0211, 0.2761, -0.376, 0.2324
H, -0.8585, 8.9675, 5.9827, 0.3837, -0.3273, 0.2088
H, 0.7902, 7.329, 5.9827, -0.2854, 0.2297, 0.2962
H, 1.8868, 6.2368, 5.9905, 0.2079, -0.3435, 0.253
H, 3.5383, 4.6011, 5.9905, -0.2661, 0.395, 0.2666
H, 6.221, 1.8837, 5.9888, -0.299, 0.2001, 0.2797
H, 4.5895, 3.539, 5.9888, 0.3218, -0.3656, 0.2336
H, 7.3253, 0.7778, 5.9927, 0.2684, -0.2394, 0.2646
H, 8.9677, -0.8669, 5.9927, -0.3861, 0.2903, 0.2643
H, 4.6002, 8.9465, 5.9946, 0.2727, -0.2972, 0.2511
H, 6.2381, 7.2976, 5.9946, -0.3611, 0.2638, 0.2874
H, 8.956, 4.6064, 6.0078, -0.2689, 0.2599, 0.2973
H, 7.3069, 6.2445, 6.0078, 0.3639, -0.3089, 0.2304

Results
free energy: -137546.145 eV
free energy less fixed offsets of H -15.71, N -386.36, O -570.45, Si -639.56 eV per atom: 6.785 eV

The program warned: the cutoff lies below the one the program advises for these potential files; the forces do not sum to zero within the program's tolerance; empty levels may hold ghost states of the PAW files; the exchange-correlation potential is rough where the density is thin.
